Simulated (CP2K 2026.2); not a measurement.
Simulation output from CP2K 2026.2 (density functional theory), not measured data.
Periodic cell of 534 atoms, Si358O176, from a study of silicon, its oxide and their interface. The atomic structure is a simulated model.
Doubt: the forces sum to 2.60 eV/angstrom along one axis rather than to zero, so they err by at least 0.0049 eV/angstrom per atom on average; the grid cutoff is modest.

Settings
functional: PBE
method: Gaussian and plane waves
basis set: DZVP-MOLOPT-SR-GTH
pseudopotentials: GTH-PBE
grid cutoff: 350 Ry, relative cutoff 50 Ry
k points: Gamma only
occupations: fixed
spin: none
net charge: 0

Cell vectors (angstrom)
a	16.4025	0	0
b	0	16.4025	0
c	0	0	35.4425

Atoms and the computed forces on them: element, x, y, z (angstrom), force x, y, z (eV/angstrom)
Si	15.989	0.095	34.884	0.017	0.246	0.158
Si	3.235	2.341	0.05	-0.283	0.491	-0.054
Si	16.369	5.24	35.293	0.033	-0.065	0.316
Si	2.756	7.89	0.033	-0.015	-0.005	0.13
Si	16.076	11.179	0.497	0.04	-0.039	-0.42
Si	2.483	13.439	35.138	-0.285	0.352	0.047
Si	4.785	0.519	0.013	0.624	-0.246	-0.255
Si	8.426	2.345	0.38	-0.242	0.423	-0.176
Si	5.122	5.75	0.033	-0.119	-0.275	-0.04
Si	8.172	8.865	35.159	-0.02	-0.029	0.421
Si	5.516	10.552	0.173	-0.019	-0.47	-0.015
Si	7.867	13.093	34.996	-0.092	0.012	0.174
Si	10.241	0.874	35.393	-0.105	-0.413	-0.546
Si	13.967	2.395	0.104	-0.101	-0.094	0.209
Si	11.494	5.779	34.787	0.321	0.072	0.301
Si	13.741	8.399	0.123	0.179	0.527	0.042
Si	10.583	11.423	35.284	0.318	0.187	0.456
Si	13.959	13.349	35.397	-0.018	-0.175	0.018
Si	1.613	1.432	1.465	0.078	-0.026	0.116
Si	4.062	4.094	1.355	0.143	0.307	-0.093
Si	1.128	6.785	1.317	0.105	0.007	-0.248
Si	3.958	9.399	1.46	0.103	0.048	-0.132
Si	1.34	12.428	1.474	-0.002	-0.164	0.168
Si	3.897	14.986	1.075	-0.046	-0.05	0.18
Si	6.593	1.358	1.398	-0.075	-0.098	0.114
Si	9.641	4.065	1.315	0.045	0.13	0.052
Si	6.787	6.724	1.327	-0.059	0.024	-0.007
Si	9.631	9.761	1.288	-0.068	-0.006	-0.302
Si	6.662	12.218	1.34	0	0.031	-0.096
Si	9.407	15.325	1.082	-0.002	-0.157	-0.207
Si	12.191	1.357	1.22	0.307	0.118	0.213
Si	15.246	3.857	1.421	-0.065	0.121	0.034
Si	12.43	6.835	1.243	0.011	-0.202	0.2
Si	14.894	9.649	1.709	0.022	-0.049	-0.206
Si	12.191	12.465	1.273	0.049	-0.166	-0.287
Si	15.04	15.061	1.163	0.036	-0.161	-0.277
Si	0.124	2.623	2.864	0.002	-0.05	-0.029
Si	2.778	16.286	2.756	-0.121	0.098	0.021
Si	16.344	8.202	2.807	0.131	-0.063	0.108
Si	2.607	5.439	2.688	-0.067	-0.035	0.016
Si	16.377	13.824	2.738	0.017	0.153	0.062
Si	2.693	10.941	2.75	0.058	-0.047	-0.061
Si	5.438	2.824	2.806	-0.052	-0.076	-0.06
Si	8.056	0.015	2.674	-0.034	-0.032	0.301
Si	5.482	8.15	2.754	-0.066	-0.043	0.131
Si	8.235	5.447	2.654	0.077	0.046	0.107
Si	5.336	13.709	2.576	0.041	0.036	-0.056
Si	8.173	10.993	2.687	0.086	-0.023	0.262
Si	10.998	2.753	2.718	0.051	0.152	0.14
Si	13.599	16.355	2.576	-0.085	-0.004	-0.019
Si	10.953	8.222	2.587	0.055	0.121	-0.076
Si	13.746	5.371	2.649	0.107	0.018	-0.284
Si	10.815	13.886	2.544	-0.053	-0.046	0.062
Si	13.463	11.068	2.813	-0.334	0.065	0.104
Si	1.375	4.086	4.187	0.107	0.059	-0.049
Si	4.099	1.344	4.104	0.124	0.08	-0.031
Si	1.344	9.573	4.126	-0.043	0.035	-0.016
Si	4.055	6.79	4.082	0.117	-0.071	-0.157
Si	1.359	15.075	4.177	-0.105	-0.081	-0.078
Si	4.097	12.317	4.061	-0.144	0.061	-0.055
Si	6.886	4.138	4.113	-0.041	-0.102	-0.01
Si	9.522	1.385	4.019	-0.032	0.005	-0.029
Si	6.846	9.583	4.089	-0.005	0.022	-0.203
Si	9.575	6.868	3.998	0.029	-0.012	-0.038
Si	6.746	15.011	4.041	0.038	0.074	-0.072
Si	9.544	12.415	4.009	-0.058	-0.032	-0.2
Si	12.359	4.1	4.093	-0.088	-0.059	-0.063
Si	14.991	1.293	4.053	0.005	-0.003	-0.112
Si	12.197	9.578	4.104	0.021	0.097	-0.001
Si	14.997	6.786	4.106	0.008	0.029	-0.035
Si	12.251	15.073	4.036	-0.042	-0.021	-0.078
Si	14.976	12.403	4.075	0.002	-0.027	-0.095
Si	0.021	0.026	10.929	-0.024	-0.021	0.002
Si	2.76	2.762	10.926	-0.013	0.01	0.007
Si	0.021	5.49	10.903	0.02	-0.009	0.002
Si	2.767	8.217	10.906	-0.028	-0.003	0.005
Si	0.025	10.943	10.911	0.002	-0.007	0.003
Si	2.774	13.685	10.925	-0.014	-0.023	0.005
Si	5.502	0.025	10.926	-0.01	-0.037	-0.002
Si	8.219	2.757	10.929	0.007	0.015	0.009
Si	5.493	5.494	10.921	-0.01	0.008	0.006
Si	8.22	8.221	10.93	-0.005	-0.014	0.005
Si	5.496	10.95	10.917	-0.005	-0.036	0.003
Si	8.218	13.685	10.909	0.003	0.001	-0.001
Si	10.94	0.023	10.905	0.018	-0.003	-0.006
Si	13.682	2.759	10.92	0.015	-0.009	0.003
Si	10.947	5.49	10.931	0.016	-0.02	0.005
Si	13.68	8.204	10.91	0.02	-0.009	-0.004
Si	10.941	10.951	10.913	0	0.005	0.003
Si	13.678	13.684	10.912	-0.01	-0.013	-0.002
Si	1.392	1.403	12.295	0.007	0.002	0.004
Si	4.126	4.132	12.295	0.018	-0.023	0.009
Si	1.413	6.836	12.264	-0.029	0.007	-0.002
Si	4.146	9.572	12.28	0.003	0.038	0.001
Si	1.414	12.301	12.276	-0.012	0.005	-0.004
Si	4.157	15.052	12.293	-0.007	0.045	0.001
Si	6.859	1.393	12.308	0.001	0.001	0.013
Si	9.58	4.123	12.301	-0.002	0	-0.008
Si	6.86	6.853	12.301	-0.003	0.009	0.001
Si	9.587	9.588	12.301	0.024	0	0
Si	6.871	12.314	12.28	0.002	0.027	-0.004
Si	9.58	15.058	12.269	-0.002	-0.011	-0.009
Si	12.308	1.387	12.266	-0.001	-0.019	-0.015
Si	15.062	4.126	12.275	0.001	0.015	-0.001
Si	12.33	6.843	12.303	-0.012	0.019	0.005
Si	15.073	9.553	12.266	-0.02	0.01	-0.004
Si	12.315	12.312	12.275	0.026	0.014	-0.001
Si	15.058	15.048	12.276	0.02	0.012	-0.011
Si	0.03	2.79	13.662	-0.023	0.006	0.014
Si	2.794	0.043	13.634	0.009	-0.077	-0.012
Si	0.055	8.188	13.628	0.029	-0.015	-0.023
Si	2.771	5.502	13.673	-0.043	0.003	-0.002
Si	0.05	13.68	13.621	-0.024	0.002	0.01
Si	2.806	10.95	13.646	-0.027	0.007	0.008
Si	5.494	2.778	13.671	-0.049	0.062	-0.02
Si	8.24	0.017	13.661	0.012	-0.033	0
Si	5.503	8.221	13.677	0.02	-0.033	-0.003
Si	8.22	5.491	13.679	0.013	-0.015	0
Si	5.546	13.694	13.661	0.005	-0.065	0.019
Si	8.223	10.96	13.672	-0.011	0.028	0.014
Si	10.949	2.74	13.646	0.038	0.015	0.009
Si	13.684	0.029	13.618	-0.019	0.011	0.021
Si	10.964	8.22	13.664	-0.01	-0.015	-0.004
Si	13.71	5.47	13.668	0.037	-0.022	0.005
Si	10.944	13.691	13.628	-0.009	0.017	-0.012
Si	13.703	10.928	13.607	0.033	-0.019	-0.011
Si	1.395	4.16	15.057	0.027	0.025	0.03
Si	4.13	1.416	15.035	-0.003	-0.008	0.079
Si	1.453	9.539	14.969	-0.065	0	0.045
Si	4.148	6.851	15.057	0.024	0.014	0.054
Si	1.444	15.051	14.964	0.056	0.055	-0.048
Si	4.191	12.319	15.017	0.016	0.021	0.013
Si	6.851	4.136	15.061	0.005	-0.019	0.056
Si	9.604	1.375	15.034	0.012	0.014	0.058
Si	6.857	9.599	15.051	-0.043	-0.014	0.069
Si	9.593	6.86	15.039	0.032	0.037	0.013
Si	6.917	15.047	15.055	0.016	0.022	0.058
Si	9.598	12.34	15.026	0.007	0.017	0.04
Si	12.324	4.086	15.01	-0.046	-0.021	-0.007
Si	15.037	1.411	14.983	-0.013	0.005	-0.008
Si	12.357	9.585	15.01	0.025	0.029	0.051
Si	15.119	6.823	15.023	-0.011	-0.026	0.012
Si	12.311	15.065	14.969	0.009	-0.011	0.013
Si	15.089	12.281	14.951	-0.019	-0.022	-0.052
Si	0.058	0.042	16.249	-0.047	-0.032	-0.028
Si	2.744	2.782	16.422	0.04	0.029	-0.009
Si	0.059	5.512	16.495	-0.024	-0.006	0.193
Si	2.805	8.237	16.425	-0.014	-0.02	0.038
Si	0.091	10.911	16.281	0.101	-0.048	0.02
Si	2.85	13.727	16.34	-0.056	-0.014	0.12
Si	5.55	0.059	16.368	-0.127	-0.063	-0.01
Si	8.217	2.73	16.393	0.011	0.067	0.014
Si	5.496	5.502	16.471	-0.037	0	0.098
Si	8.236	8.245	16.418	0.02	-0.079	0.027
Si	5.505	10.96	16.46	0.115	0.038	0.065
Si	8.303	13.708	16.477	-0.006	-0.032	0.167
Si	10.993	0.018	16.406	-0.033	-0.006	0.112
Si	13.661	2.723	16.416	0.042	0.004	0.131
Si	10.975	5.462	16.361	0.015	-0.042	0.057
Si	13.762	8.206	16.344	-0.01	0.065	-0.027
Si	10.986	10.974	16.36	0.059	-0.038	-0.015
Si	13.679	13.647	16.246	-0.009	0.017	-0.005
Si	1.273	1.431	17.7	-0.153	0.064	-0.047
Si	4.141	4.079	17.854	0.072	0.091	-0.015
Si	1.505	6.908	17.884	-0.063	-0.101	-0.001
Si	4.106	9.618	17.862	-0.115	0.046	-0.075
Si	1.513	12.248	17.601	0.099	-0.064	-0.118
Si	4.166	15.162	17.743	0.125	-0.048	-0.033
Si	6.903	1.35	17.805	0.097	-0.032	-0.023
Si	9.574	4.11	17.726	0.126	0.05	-0.008
Si	6.855	6.933	17.841	-0.066	0.034	-0.004
Si	9.666	9.598	17.742	-0.085	0.2	0.006
Si	6.921	12.31	17.833	-0.066	-0.035	0.027
Si	9.723	15.081	17.89	0.07	-0.053	0.106
Si	12.363	1.305	17.85	-0.045	0.003	0.207
Si	14.995	4.106	17.807	0.052	0.114	-0.095
Si	12.408	6.815	17.673	-0.064	-0.191	-0.089
Si	15.173	9.559	17.683	0.084	-0.128	-0.024
Si	12.365	12.346	17.706	-0.153	0.094	0.037
Si	15.139	14.972	17.475	-0.049	0.073	-0.075
Si	16.269	2.672	19.181	0.015	-0.149	0.418
Si	2.666	0.143	19.002	0.065	-0.159	0.33
Si	0.158	8.374	19.224	-0.111	0.079	0.298
Si	2.825	5.454	19.295	0.017	-0.049	0.143
Si	0.063	13.591	18.758	0.083	0.048	0.228
Si	2.783	11.067	19.223	0.029	0.071	0.336
Si	5.548	2.661	19.196	-0.192	0.077	0.298
Si	8.26	0.033	19.244	-0.091	-0.072	0.303
Si	5.487	8.351	19.267	0.134	-0.211	0.152
Si	8.232	5.481	19.123	-0.05	-0.077	0.14
Si	5.556	13.79	19.131	0.15	0.056	0.404
Si	8.406	10.974	19.213	0.04	0.084	0.263
Si	10.898	2.78	19.165	-0.093	0.006	0.037
Si	13.891	16.142	19.006	0.095	0.139	0.288
Si	11.049	8.163	18.974	0.063	0.022	0.147
Si	13.705	5.545	19.192	0.01	0.063	0.299
Si	11.198	13.709	19.291	-0.035	-0.07	0.467
Si	13.799	10.965	18.919	0.021	-0.05	0.203
Si	1.094	4.236	20.45	-0.14	0.247	-0.193
Si	4.013	1.383	20.518	0.181	-0.037	-0.142
Si	1.144	10.125	20.697	-0.088	0.142	-0.144
Si	4.536	6.58	20.586	-0.039	0.138	0.061
Si	1.511	14.806	20.078	-0.009	0.082	0.073
Si	3.901	12.813	20.474	-0.188	0.062	-0.215
Si	6.751	4.227	20.532	-0.081	0.15	-0.028
Si	9.574	1.403	20.669	0.256	-0.277	-0.208
Si	6.858	9.836	20.605	0.092	-0.048	-0.199
Si	9.786	6.738	20.348	0.094	-0.113	0.149
Si	7.156	14.805	20.63	-0.08	0.053	-0.566
Si	9.534	12.634	20.62	-0.037	0.176	-0.578
Si	11.986	4.442	20.419	-0.038	0.012	0.007
Si	14.875	1.163	20.594	-0.076	0.218	-0.33
Si	12.483	9.548	20.196	-0.006	0.042	-0.136
Si	15.421	6.714	20.458	0.152	-0.162	-0.307
Si	13.093	14.598	20.641	-0.113	-0.296	-0.387
Si	15.217	12.288	20.237	0.025	-0.059	0.096
Si	0.413	16.317	22.523	-0.229	-0.199	0.1
Si	2.352	6.17	25.605	-0.051	0.027	-0.098
Si	5.774	12.65	25.511	-0.211	0.006	0.308
Si	2.751	12.193	25.254	-0.123	0.166	0.32
Si	5.433	11.562	22.607	0.031	0.107	0.249
Si	5.505	16.305	22.59	-0.03	-0.29	0.235
Si	4.338	7.095	23.753	0.1	-0.231	0.3
Si	7.501	2.347	22.856	0.012	0.049	0.27
Si	8.505	8.457	22.698	0.022	-0.261	0.227
Si	11.808	9.877	24.969	0.008	-0.149	0.37
Si	10.648	10.726	22.38	0.263	0.035	0.184
Si	0.873	14.337	24.913	-0.006	-0.221	0.162
Si	12.822	0.184	26.476	0.111	0.083	0.06
Si	12.074	6.942	24.519	-0.121	-0.064	0.372
Si	14.232	8.287	22.615	-0.046	-0.009	0.37
Si	14.774	9.544	25.258	0.01	0.048	0.34
Si	12.254	0.679	21.928	0.285	-0.093	0.01
Si	2.201	2.483	22.632	-0.1	0.221	0.181
Si	0.601	4.051	30.363	0.04	0.145	-0.332
Si	9.855	5.135	24.392	0.067	0.041	0.153
Si	8.049	6.289	28.093	0.078	0.075	-0.028
Si	7.405	6.71	24.899	-0.067	-0.213	0.266
Si	5.145	5.026	32.527	0.111	-0.009	-0.157
Si	2.624	2.489	28.342	-0.007	0.146	0.017
Si	13.863	4.713	25.411	-0.075	0.151	0.204
Si	0.499	6.909	28.936	-0.021	-0.01	-0.196
Si	10.304	4.639	27.367	-0.018	-0.063	0.145
Si	10.493	11.385	27.084	-0.055	-0.029	0.137
Si	15.015	2.196	26.349	0.03	0.244	0.152
Si	13.912	3.599	31.078	0.038	-0.11	-0.229
Si	11.983	3.231	23.351	0.011	0.311	0.343
Si	3.1	9.77	23.243	-0.13	0.174	0.342
Si	11.934	14.062	27.515	0.099	-0.123	-0.039
Si	13.29	0.58	31.153	-0.058	0.049	-0.438
Si	1.495	3.151	25.56	-0.263	0.164	0.257
Si	3.96	16.329	28.323	-0.013	-0.103	-0.137
Si	12.256	9.955	33.507	0.113	0.194	-0.185
Si	16.004	6.769	25.963	-0.013	0.09	0.035
Si	0.134	14.322	27.807	-0.004	-0.067	-0.135
Si	7.581	11.792	28.052	0.02	0.041	0.079
Si	5.209	15.742	25.507	-0.113	0.047	0.439
Si	7.289	1.744	25.903	-0.142	0.041	0.233
Si	9.098	13.735	30.132	-0.046	-0.028	-0.105
Si	3.411	7.61	28.239	0.013	0.1	-0.057
Si	2.442	14.275	30.04	-0.005	0.009	-0.133
Si	5.653	6.852	30.012	0.042	-0.015	-0.001
Si	14.736	0.39	28.565	0.164	0.024	-0.006
Si	13.986	14.329	32.427	-0.078	-0.061	-0.385
Si	0.04	12.049	26.183	-0.048	-0.09	-0.041
Si	6.701	2.533	31.192	-0.074	0.033	-0.131
Si	10.62	16.172	29.466	0.008	0.03	-0.021
Si	12.335	5.568	29.438	-0.026	0.08	-0.138
Si	14.288	7.921	29.901	-0.101	0.072	-0.217
Si	2.154	4.103	33.152	0.157	0.077	-0.12
Si	14.801	8.917	32.754	-0.203	-0.011	-0.24
Si	1.165	9.629	33.601	-0.002	-0.016	0.123
Si	3.328	11.771	33.746	0.419	-0.206	0.026
Si	5.638	2.357	28.384	-0.05	0.024	-0.075
Si	6.224	0.02	32.661	0.132	0.158	-0.126
Si	12.084	9.966	29.369	-0.046	0.021	-0.062
Si	5.331	9.732	29.316	-0.006	0.047	-0.037
Si	10.07	7.975	32.911	-0.072	-0.056	-0.228
Si	8.632	1.651	33.157	-0.044	0.209	-0.364
Si	6.826	13.499	32.063	0.199	0.012	-0.27
Si	10.195	1.535	27.129	-0.048	0.059	0.093
Si	0.631	14.715	32.712	0.128	-0.054	-0.434
Si	10.108	7.565	30.044	-0.073	-0.069	-0.283
Si	13.529	4.862	33.866	-0.145	-0.038	-0.008
Si	4.389	12.135	30.955	-0.014	-0.109	-0.277
Si	12.218	12.809	30.16	-0.059	-0.099	-0.091
O	3.949	12.531	32.464	-0.243	0.322	0.151
O	0.102	16.141	33.343	-0.319	0.186	0.051
O	1.174	4.953	34.174	0.027	0.061	0.401
O	2.613	2.765	33.976	0.272	-0.404	0.221
O	16.373	9.314	32.513	0.336	0.005	0.177
O	15.439	3.54	30.446	-0.059	-0.128	0.21
O	14.649	8.131	34.183	-0.05	-0.389	0.383
O	2.095	8.346	34.01	0.024	0.153	0.018
O	15.054	12.131	35.015	-0.221	0.05	0.319
O	0.466	10.111	34.975	-0.015	-0.202	0.003
O	4.568	10.871	34.308	-0.146	0.051	-0.173
O	1.36	14.008	34.002	0.168	-0.11	0.429
O	5.172	0.095	33.89	-0.27	0.041	0.255
O	0.932	0.62	0.19	-0.06	-0.469	-0.274
O	8.372	14.603	35.399	0.179	0.258	0.215
O	8.064	2.768	34.227	0.078	-0.281	0.032
O	3.962	6.852	35.034	-0.033	-0.17	-0.038
O	5.751	5.253	34.026	-0.088	0.037	0.239
O	9.078	7.392	28.774	-0.022	0.146	0.185
O	8.961	8.814	33.736	0.074	-0.034	0.086
O	7.818	7.33	0.157	-0.026	0.074	0.214
O	6.773	9.693	34.928	-0.188	-0.01	0.03
O	9.219	12.204	34.777	0.204	0.109	-0.034
O	8.37	13.431	31.548	-0.052	-0.322	0.137
O	10.142	1.152	33.663	0.053	-0.054	0.374
O	13.481	9.154	29.206	0.195	-0.101	0.202
O	14.911	1.33	34.693	0.05	-0.163	0.18
O	13.268	3.337	34.411	-0.349	0.112	-0.409
O	10.589	6.678	33.755	-0.063	-0.286	-0.03
O	4.267	9.043	28.215	-0.005	0.116	-0.188
O	12.487	9.363	35.025	-0.189	-0.023	-0.079
O	11.365	11.28	33.802	-0.068	-0.229	-0.026
O	13.652	6.525	29.347	0.17	-0.183	-0.188
O	10.891	8.967	29.81	-0.084	0.011	-0.012
O	13.482	13.872	33.903	-0.001	-0.103	0.359
O	13.078	13.558	31.305	0.086	0.235	0.038
O	1.273	3.655	21.992	0.171	0.11	-0.272
O	0.023	5.446	20.713	-0.082	0.117	0.04
O	4.497	16.402	21.314	-0.042	0.132	-0.1
O	3.568	2.462	21.731	0.321	0.07	-0.5
O	3.529	8.479	24.171	-0.262	0.034	0.134
O	1.961	9.555	22.069	-0.162	0.254	-0.348
O	5.678	5.429	20.849	-0.162	0.115	-0.221
O	4.257	7.092	22.135	0.144	0.042	-0.174
O	2.6	13.782	20.755	0.15	-0.062	-0.378
O	0.578	15.206	21.369	0.222	-0.043	-0.276
O	9.41	9.786	22.824	-0.101	0.172	0.198
O	4.433	12.723	22.058	0.259	0.111	-0.005
O	5.827	6.813	24.428	-0.2	0.2	0.083
O	7.177	3.741	22.071	0.028	0.341	-0.444
O	10.843	0.435	21.148	-0.018	-0.113	0.212
O	8.859	1.769	22.14	0.248	0.258	-0.191
O	10.587	10.712	25.619	0.031	-0.207	-0.356
O	7.146	8.793	21.87	0.038	0.157	-0.007
O	10.874	5.597	20.802	-0.06	-0.009	-0.035
O	9.267	7.339	21.796	-0.074	0.08	-0.145
O	8.399	13.783	20.948	-0.083	-0.196	-0.097
O	6.594	15.158	22.163	-0.145	-0.124	-0.115
O	10.087	12.244	22.157	-0.117	-0.38	-0.063
O	11.261	10.395	20.912	0.087	0.29	-0.006
O	12.321	3.901	21.926	0.035	0.089	-0.253
O	12.774	5.929	25.61	0.011	-0.048	-0.05
O	13.316	1.595	21.044	0.055	0.235	-0.07
O	15.458	0.728	22.108	0.034	0.123	-0.142
O	14.923	9.367	23.636	0.173	0.133	-0.259
O	13.529	8.983	21.337	-0.307	-0.057	-0.119
O	15.327	7.257	22.022	-0.142	0.105	-0.019
O	3.361	5.923	24.352	-0.137	-0.218	0.03
O	12.831	15.529	22.024	-0.191	0.124	0.176
O	12.783	14.921	26.367	0.037	0.013	0.031
O	16.333	11.291	21.076	-0.104	-0.435	-0.094
O	14.189	13.368	21.07	-0.211	0.126	-0.019
O	1.628	0.973	22.491	0.119	-0.205	0.197
O	1.671	4.726	25.946	0.027	-0.093	0.171
O	1.044	7.118	25.263	-0.062	-0.142	-0.18
O	2.338	2.822	24.213	0.058	-0.154	-0.401
O	10.093	5.396	25.969	-0.157	-0.103	-0.254
O	4.215	6.631	29.268	-0.09	-0.064	-0.043
O	2.57	10.996	24.178	-0.12	-0.014	-0.194
O	4.553	10.193	22.64	0.092	-0.207	-0.186
O	8.148	8.007	24.233	0.126	0.393	-0.314
O	11.863	10.42	23.427	0.135	0.125	-0.291
O	4.667	16.024	23.979	0.05	0.119	-0.374
O	2.703	0.904	28.713	0.091	0	0.029
O	6.258	1.335	22.635	-0.136	0.118	-0.073
O	10.61	3.091	27.102	-0.103	-0.145	0.096
O	0.642	5.643	29.959	0.055	-0.122	0.066
O	1.885	7.76	28.795	-0.128	0.338	0.13
O	15.874	12.84	27.502	0.085	-0.044	-0.089
O	7.545	6.695	26.558	-0.176	-0.055	-0.01
O	8.238	5.422	24.233	0.022	-0.099	-0.215
O	7.582	2.536	24.493	0.193	0.245	-0.356
O	13.291	10.127	25.608	-0.01	0.093	-0.078
O	8.73	1.292	26.494	-0.193	-0.264	-0.055
O	11.99	1.586	23.278	-0.133	-0.202	-0.021
O	12.806	13.314	28.697	0.239	0.253	0.07
O	14.033	1.012	25.673	-0.287	-0.009	0.138
O	13.325	2.154	31.585	-0.007	-0.079	0.177
O	10.483	3.688	23.921	0.169	-0.318	-0.063
O	14.165	3.602	26.6	0.23	-0.197	-0.224
O	1.659	11.879	26.436	0.033	-0.053	-0.129
O	13.158	7.379	23.412	0.068	-0.152	-0.418
O	2.36	13.675	24.607	0.231	-0.018	0.129
O	15.81	10.604	25.9	-0.052	-0.237	-0.278
O	13.191	0.497	28.045	-0.168	0.085	0.013
O	16.229	13.049	24.876	0.036	0.226	0.218
O	0.393	15.542	23.956	0.027	0.363	-0.326
O	2.202	2.39	26.785	0.259	-0.102	-0.309
O	8.887	4.874	28.151	-0.049	-0.137	0.335
O	3.264	6.855	26.792	-0.057	-0.199	-0.222
O	4.085	15.853	26.725	0.083	0.074	-0.068
O	15.042	8.091	25.955	-0.167	0.168	0.076
O	8.098	13.092	28.959	0.166	-0.116	0.165
O	6.83	12.212	26.663	0.118	0.105	-0.006
O	6.107	11.981	24.047	0.002	-0.239	-0.464
O	5.858	14.261	25.489	0.194	0.071	0.063
O	5.358	0.747	28.559	0.203	0.025	-0.077
O	1.504	3.257	29.235	0.076	-0.111	0.147
O	6.435	2.668	26.974	-0.107	-0.027	-0.154
O	6.434	0.384	25.712	-0.056	-0.093	-0.244
O	8.276	2.361	31.689	0.212	-0.017	0.332
O	14.605	0.487	30.162	0.087	0.175	0.095
O	1.29	3.776	31.811	-0.138	-0.378	0.259
O	6.774	6.111	29.081	-0.174	-0.103	-0.016
O	11.482	8.291	25.217	-0.16	0.043	0.078
O	6.499	11.273	21.404	-0.013	-0.066	-0.05
O	5.953	12.626	30.981	0.242	0.121	0.175
O	9.334	15.375	30.122	-0.266	0.098	0.065
O	15.363	15.345	28.219	-0.08	0.074	0.024
O	13.251	3.768	24.238	-0.139	-0.289	-0.107
O	10.519	4.599	35.415	-0.364	0.048	0.358
O	12.826	4.117	29.968	-0.13	-0.293	-0.209
O	11.324	0.77	26.215	0.044	-0.066	-0.008
O	10.847	6.239	23.712	-0.012	0.003	0.004
O	11.175	6.338	30.291	0.207	-0.216	0.351
O	15.276	5.522	25.18	0.162	0.14	-0.275
O	10.899	12.96	26.887	0.072	0.155	-0.134
O	11.024	15.169	28.257	-0.108	0.13	0.024
O	0.854	14.909	26.455	0.092	0.123	-0.062
O	16.334	2.606	25.445	-0.033	-0.054	-0.337
O	13.834	4.709	32.267	0.204	0.073	-0.19
O	4.161	3.111	28.451	0.153	-0.044	-0.028
O	11.83	0.125	30.513	0.019	-0.038	0.071
O	3.513	4.881	32.646	-0.301	-0.065	-0.107
O	13.734	10.181	32.826	0.057	-0.008	-0.036
O	14.916	5.499	34.516	-0.04	0.21	-0.194
O	16.323	6.348	27.512	-0.054	-0.377	0.034
O	14.272	7.975	31.529	-0.103	-0.309	0.43
O	3.185	12.822	30.093	-0.107	-0.179	0.126
O	10.143	1.127	28.711	0.228	-0.167	0.057
O	4.458	10.599	30.399	-0.357	-0.058	-0.076
O	2.147	10.823	33.096	-0.153	0.244	-0.135
O	5.889	1.148	31.53	0.01	-0.165	0.191
O	15.84	8.014	29.466	0.01	0.203	0.146
O	6.143	14.971	31.966	-0.051	-0.111	0.192
O	7.738	0.276	33.222	0.13	-0.277	0.188
O	6.013	8.453	30.083	-0.021	0.011	0.1
O	4.242	12.206	25.908	0.109	0.027	-0.146
O	5.882	3.701	31.959	0.096	-0.201	0.272
O	5.547	6.251	31.518	0.098	-0.107	0.263
O	1.227	14.196	28.978	-0.146	-0.187	0.092
O	3.696	15.15	29.413	-0.058	-0.189	0.045
O	6.923	13.068	33.642	-0.145	-0.026	0.407
O	6.534	10.705	28.731	-0.02	-0.168	-0.137
O	11.625	5.308	28.012	-0.038	-0.155	-0.284
O	13.607	15.924	32.342	-0.154	0.017	0.269
O	1.735	14.772	31.461	-0.372	0.161	0.293
O	15.604	14.032	32.196	0.132	-0.274	-0.1
O	11.396	8.892	32.616	-0.008	-0.044	-0.131
O	9.344	7.623	31.484	-0.161	-0.092	0.173
O	15.545	1.6	27.796	-0.019	0.139	0.241
O	6.623	2.832	29.591	0.188	-0.102	0.086
O	10.59	13.056	30.161	0.021	0.101	-0.169
O	9.001	11.081	27.657	-0.046	0.113	-0.073
O	11.625	10.634	27.969	0.078	0.067	0.024
O	12.367	11.199	30.402	0.309	-0.064	-0.042
Si	16.368	0.024	5.495	0	-0.116	0.016
Si	2.758	2.712	5.5	-0.057	-0.001	-0.01
Si	16.382	5.465	5.5	0	-0.049	-0.034
Si	2.732	8.202	5.465	0.052	0.038	-0.068
Si	16.354	10.983	5.431	-0.001	-0.047	-0.009
Si	2.728	13.656	5.471	-0.011	-0.005	-0.005
Si	5.467	16.398	5.469	-0.003	0.047	-0.06
Si	8.22	2.74	5.462	-0.009	0.016	-0.086
Si	5.47	5.475	5.461	-0.063	-0.02	-0.047
Si	8.223	8.207	5.423	0.023	0.052	0.007
Si	5.473	10.959	5.436	0.058	0.018	-0.015
Si	8.161	13.698	5.42	-0.016	-0.041	-0.003
Si	10.899	0.037	5.419	0.062	0.033	-0.099
Si	13.689	2.707	5.451	0.007	0.046	-0.023
Si	10.946	5.5	5.4	0.021	0.009	-0.042
Si	13.631	8.211	5.433	-0.028	-0.001	-0.016
Si	10.867	11.003	5.423	-0.052	-0.104	-0.002
Si	13.618	13.724	5.459	-0.048	0.026	-0.054
Si	1.359	1.372	6.85	-0.056	0.1	0.023
Si	4.124	4.099	6.84	0.105	-0.08	-0.019
Si	1.362	6.846	6.835	0.005	-0.014	-0.019
Si	4.113	9.584	6.809	-0.019	-0.015	-0.019
Si	1.348	12.303	6.828	0.029	0.013	-0.027
Si	4.097	15.035	6.832	-0.021	0.019	0
Si	6.843	1.374	6.822	0.022	-0.041	-0.026
Si	9.592	4.13	6.795	-0.006	-0.011	0.001
Si	6.851	6.852	6.803	-0.022	0.026	0.003
Si	9.555	9.596	6.805	-0.056	0.086	-0.002
Si	6.837	12.318	6.812	0.017	-0.017	-0.012
Si	9.547	15.058	6.792	-0.034	0.027	-0.047
Si	12.286	1.375	6.811	-0.029	0.034	-0.029
Si	15.032	4.08	6.844	0.018	-0.007	-0.011
Si	12.289	6.846	6.814	-0.018	0.036	-0.019
Si	15.009	9.587	6.797	0.007	0.024	-0.043
Si	12.271	12.324	6.804	0.051	-0.039	-0.015
Si	15.011	15.05	6.845	0.012	0.022	0.009
Si	0.01	2.744	8.214	0.027	-0.002	0.009
Si	2.741	0.007	8.202	-0.007	-0.048	-0.004
Si	16.394	8.229	8.172	0.012	0.011	0.016
Si	2.75	5.48	8.187	-0.027	0.014	-0.007
Si	16.401	13.685	8.198	-0.029	-0.041	0.009
Si	2.742	10.944	8.178	-0.037	-0.017	0.007
Si	5.493	2.743	8.2	-0.044	0.02	0.024
Si	8.21	0.018	8.185	0.02	0.025	0.001
Si	5.491	8.222	8.174	0.03	0.026	0.001
Si	8.219	5.487	8.175	-0.009	-0.017	-0.001
Si	5.48	13.682	8.188	-0.005	0.01	-0.004
Si	8.2	10.952	8.182	-0.019	-0.059	0.009
Si	10.942	2.763	8.179	0.028	0.015	-0.003
Si	13.654	0.022	8.198	0.034	-0.018	-0.009
Si	10.931	8.228	8.174	0.034	-0.006	0.003
Si	13.661	5.474	8.178	-0.008	-0.016	-0.006
Si	10.919	13.695	8.169	-0.005	-0.031	-0.009
Si	13.652	10.955	8.172	-0.002	-0.016	0.019
Si	1.388	4.116	9.555	-0.025	-0.014	0.012
Si	4.119	1.38	9.563	-0.003	0.012	-0.001
Si	1.382	9.574	9.543	0.005	0.011	0.004
Si	4.129	6.851	9.54	0.008	0.001	-0.001
Si	1.381	15.044	9.57	0.009	0.034	0
Si	4.119	12.308	9.548	-0.003	0.016	-0.001
Si	6.858	4.121	9.556	0.007	-0.025	0.007
Si	9.575	1.394	9.545	-0.01	-0.014	-0.003
Si	6.853	9.58	9.553	-0.008	0.039	0.016
Si	9.58	6.856	9.553	-0.008	0.031	-0.002
Si	6.85	15.053	9.55	-0.002	-0.005	-0.003
Si	9.573	12.316	9.541	0.013	0.01	-0.009
Si	12.305	4.119	9.558	0.001	0.017	0.008
Si	15.038	1.378	9.564	-0.005	0.02	0.001
Si	12.305	9.58	9.55	-0.002	-0.001	0.003
Si	15.04	6.844	9.534	0.001	0.006	-0.005
Si	12.295	15.046	9.548	0.005	0.019	-0.006
Si	15.038	12.305	9.551	0.023	0.003	-0.009

Results
total energy: -115454.897 eV
total energy less fixed offsets of O -438.35, Si -107.03 eV per atom: 11.443 eV
